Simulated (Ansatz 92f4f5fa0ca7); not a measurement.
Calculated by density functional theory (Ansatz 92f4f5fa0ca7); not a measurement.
Periodic cell of 223 atoms, Si131O90P2, from a study of silicon, its oxide and their interface. The atomic structure is a simulated model.

Settings
functional: PBE
potential files: Ansatz PAW
basis: plane waves
wave-function cutoff: 700 eV
density cutoff ratio: 5
exchange-correlation grid ratio: 1
k mesh: 2 x 2 x 1, shifted by 0.5 0.5 0.5 of a step
self-consistency stop: 5e-08 eV per atom in the density residual
occupations: fixed
spin: none
net charge: 0

Cell vectors (angstrom)
a 10.938 0 0
b 0 10.938 0
c 0 0 32.1988

Atoms and the computed forces on them: element, x, y, z (angstrom), force x, y, z (eV/angstrom)
Si 10.6162 0.2392 24.8745 -0.0224 0.0142 -0.037
Si 5.7681 10.6956 24.7496 0.0217 -0.0063 -0.0364
Si 2.5093 2.9303 24.6388 -0.0148 0.0123 -0.0363
Si 8.4551 2.4767 24.84 0.0123 -0.0165 -0.0304
Si 0.3076 5.1855 24.758 0.0101 -0.0177 -0.0341
Si 5.1934 5.7624 24.6871 -0.0151 0.0163 -0.0414
Si 2.9691 8.0148 24.6141 0.0126 -0.0139 -0.0404
Si 7.9719 8.4555 24.7378 -0.0053 0.0219 -0.0348
Si 1.3589 1.3966 26.0393 -0.006 0.01 0.0068
Si 6.8707 1.3223 26.1284 0.0063 -0.0135 -0.0031
Si 4.0754 4.1175 25.9826 0.001 0.0011 0.01
Si 9.6333 4.0792 26.0855 0.0056 -0.0102 0.0046
Si 1.4259 6.838 26.0094 0.0036 0.0026 0.0113
Si 6.7986 6.8656 26.027 0.0012 0.0086 0.0149
Si 4.1286 9.55 26.0026 -0.0021 -0.0072 0.0103
Si 9.4927 9.5838 26.1546 -0.0166 -0.0016 -0.0005
Si 2.7443 -0.0037 27.3522 0.0024 -0.0006 0.0025
Si 8.178 -0.0131 27.5601 -0.003 -0.0009 -0.0133
Si 0.0277 2.7277 27.4853 0.0003 -0.0006 -0.013
Si 5.4551 2.7497 27.3675 -0.0093 0.0079 -0.0016
Si 2.7501 5.4695 27.4271 0.0016 -0.0022 -0.0129
Si 8.2024 5.4773 27.3612 -0.0007 0.0022 -0.0057
Si 0.011 8.1862 27.3787 0.0084 -0.011 -0.0048
Si 5.4567 8.2044 27.4453 0.0035 0.0069 -0.0082
Si 4.0938 1.3717 28.7476 0.0014 -0.0013 -0.0132
Si 9.5876 1.3678 28.8418 0.0021 0.0067 -0.0252
Si 1.3792 4.119 28.8094 0.0058 0.0015 -0.0147
Si 6.8389 4.1063 28.7459 0.002 -0.0025 -0.0104
Si 4.1061 6.8271 28.8008 -0.0014 0.0028 -0.0067
Si 9.5702 6.8303 28.7559 0.0015 0.0019 -0.0108
Si 1.3796 9.5668 28.7445 0 -0.0014 -0.012
Si 6.7961 9.5522 28.8502 0.0013 -0.0012 -0.0161
Si 0.0198 -0.0185 30.1543 0.0113 -0.0088 -0.0002
Si 5.4473 0.0166 30.1599 -0.0174 0.0178 -0.0102
Si 2.7397 2.734 30.1467 0.0145 -0.0152 0.0014
Si 8.1953 2.7453 30.1504 -0.0124 0.0114 -0.0045
Si -0.0058 5.4752 30.1499 -0.0138 0.0119 -0.0027
Si 5.4791 5.4611 30.1464 0.012 -0.0064 0.001
Si 2.7309 8.2047 30.1426 -0.0058 0.014 -0.002
Si 8.2103 8.1929 30.1537 0.0148 -0.0172 -0.0056
Si 1.3673 1.3673 31.515 0.0937 -0.0428 0.0402
Si 6.8362 1.3673 31.515 -0.0486 0.0892 -0.0097
Si 4.1018 4.1018 31.515 0.0682 -0.0695 0.0265
Si 9.5708 4.1018 31.515 -0.0391 0.0816 0.0121
Si 1.3673 6.8362 31.515 -0.0613 0.0593 -0.0293
Si 6.8362 6.8362 31.515 0.0599 -0.1073 0.0721
Si 4.1018 9.5708 31.515 -0.1475 0.0122 0.0244
Si 9.5708 9.5708 31.515 0.0524 -0.0921 0.0389
Si 2.7345 0 0.6835 0.0346 -0.0238 0.1021
Si 8.2035 0 0.6835 -0.0329 0.1032 -0.0933
Si 0 2.7345 0.6835 -0.1128 0.017 0.0938
Si 5.469 2.7345 0.6835 0.0961 -0.135 -0.08
Si 2.7345 5.469 0.6835 -0.0562 0.111 -0.1661
Si 8.2035 5.469 0.6835 0.0401 -0.1077 0.1029
Si 0 8.2035 0.6835 -0.0344 -0.0818 -0.1394
Si 5.469 8.2035 0.6835 -0.0848 0.0744 0.0598
Si 4.1188 1.3615 2.0559 0.0083 -0.0157 0.0025
Si 9.5553 1.3666 2.0628 -0.001 0.017 -0.012
Si 1.3627 4.1241 2.0423 -0.0107 0.0004 -0.0006
Si 6.8505 4.0655 2.0495 -0.0092 -0.0066 -0.0154
Si 4.0899 6.8316 2.0527 -0.0159 0.009 -0.0053
Si 9.5657 6.8469 2.0487 0.0039 -0.0068 0.0032
Si 1.3541 9.562 2.0362 0.0075 -0.0105 -0.0128
Si 6.8165 9.6033 2.0466 -0.0123 0.0079 -0.0083
Si -0.0264 -0.0368 3.3891 -0.0031 -0.012 0.0064
Si 5.4701 0.0079 3.4813 0.0174 0.0131 0.0066
Si 2.7614 2.7688 3.3685 0.0223 0.0121 0.0196
Si 8.1555 2.6763 3.4751 -0.0136 0.0017 0.0065
Si -0.0122 5.4793 3.4246 0.0179 0.0177 0.0102
Si 5.4584 5.4239 3.3704 0.0211 -0.0267 -0.0142
Si 2.6922 8.1885 3.4201 -0.0114 0.0148 0.0005
Si 8.1832 8.2351 3.3755 0.0152 0.0042 0.0199
Si 1.4117 1.3468 4.6349 0.0118 0.0007 0.0012
Si 6.8097 1.3311 4.963 0.001 0.0188 -0.005
Si 4.1281 4.0926 4.8015 -0.0043 -0.0104 0.0232
Si 9.5499 4.0905 4.749 0.0034 0.0179 -0.0039
Si 1.3396 6.8456 4.8345 0.0027 0.0059 0.0064
Si 6.7883 6.8448 4.6604 0.0168 -0.0513 0.0116
Si 4.0914 9.5127 4.7776 -0.0314 0.0071 0.0237
Si 9.4986 9.5942 4.7893 0.017 -0.0084 0.0209
Si 2.7839 0.0861 6.1036 -0.0093 -0.0049 -0.0092
Si 8.163 -0.0929 6.3206 -0.0821 -0.1126 -0.0277
Si 0.0334 2.6767 5.9838 0.0099 -0.0118 0.0447
Si 5.4535 2.7745 6.324 -0.0107 -0.0007 -0.0283
Si 2.789 5.5093 6.1632 0.0472 0.0083 0.0091
Si 8.1949 5.5225 6.0608 -0.0124 -0.0119 -0.0307
Si -0.049 8.2601 6.1607 -0.0068 -0.0146 -0.0169
P 5.5133 8.1874 5.9891 0.1216 0.1615 0.013
Si 3.8155 1.6223 7.6449 -0.0291 0.0007 0.0287
Si 9.7957 1.1958 7.3953 0.0538 0.0294 0.0294
Si 1.5866 3.8258 7.2963 -0.0156 -0.0252 0.027
Si 6.6442 4.4982 7.4802 -0.0027 0.0342 0.0484
Si 4.4181 6.752 7.3897 -0.0193 -0.0473 0.0579
Si 9.2975 7.0638 7.4493 -0.0035 0.0212 0.0144
Si 1.0945 9.9724 7.31 -0.0229 0.0189 0.0124
P 7.069 9.3644 8.0264 -0.0726 -0.0508 0.0521
O 8.0089 8.0418 7.7883 0.0096 0.0071 0.0326
O 2.6528 2.7582 7.9896 0.0004 -0.0028 0.0166
O 9.5465 1.3606 24.2785 0.0005 -0.0004 -0.0194
O 4.0811 6.8723 24.1311 0.0021 0.0047 -0.0144
O -0.0042 0.1088 7.9256 -0.0052 0.0177 0.0388
O 5.5388 5.6634 7.9377 0.0154 0.0109 0.0055
O 6.8738 9.5815 24.2034 -0.0012 -0.0006 -0.0178
O 1.3924 4.0692 24.1687 0.0021 -0.0054 -0.0174
O 3.9245 7.6509 8.7051 -0.0183 -0.0099 -0.0042
O 0.6379 4.4461 8.4822 0.0192 0.0211 -0.0103
O 9.8601 6.4376 8.8877 0.0161 -0.0124 -0.0176
O 1.9188 9.4444 8.6181 -0.0017 -0.018 -0.0013
O 7.4615 4.0464 8.8516 -0.0129 -0.0165 -0.0099
O 4.2709 0.977 9.1154 -0.0014 0.0329 -0.0127
O 7.6293 9.6614 9.5592 -0.026 0.01 0.0171
O 9.2127 2.0099 8.7071 -0.0197 -0.0028 -0.0013
O 7.7414 3.1641 23.5355 -0.0124 0.0036 -0.002
O 10.5503 5.8832 23.4495 0.0013 0.0107 0.0033
O 5.1323 0.4659 23.4142 -0.0014 0.0092 0.0044
O 5.9148 5.125 23.3511 -0.003 -0.0116 0.0102
O 3.1399 2.2274 23.2724 0.0147 0.0056 0.0094
O 2.3354 8.7316 23.2503 -0.013 -0.0083 0.0115
O 8.6673 7.7875 23.3998 0.0109 0.0004 0.0085
O 0.263 10.3543 23.5981 0.0087 -0.0029 0.0045
Si 4.4382 1.601 22.4791 0.0028 0.0021 0.0011
Si 3.6366 7.9884 14.0662 -0.0016 0.0004 -0.0007
Si 7.264 1.0121 14.691 0.0077 -0.0042 -0.0031
Si 0.9993 9.3838 22.5402 -0.0019 0.0025 0.0007
Si 1.2957 4.3632 11.8853 -0.0009 0.0071 -0.0011
Si 6.4032 9.0132 15.3595 0.0017 0.0009 -0.0032
Si 0.8096 1.3906 12.3185 0.0005 -0.0009 -0.0038
Si 8.7112 4.9698 20.5347 0.0001 0.0012 0.0014
Si 0.3474 5.7807 9.351 0.0101 0.0051 0.0038
Si 5.2163 3.1467 17.949 -0.0015 -0.0008 -0.0047
Si 1.0091 3.7791 16.7539 0.0005 0.0032 0.0021
Si 10.5214 2.8907 19.2513 0.0038 0.0009 0.0065
Si 5.3547 1.237 10.3347 0.0154 -0.015 -0.0031
Si 0.9968 0.2165 19.8922 0.0027 0.0058 0.0064
Si 6.9039 9.5458 11.0389 0.045 0.0115 -0.0569
Si 9.4537 9.7015 18.4122 0.0047 0.0009 -0.004
Si 9.5883 9.285 12.7467 -0.0093 0.0039 -0.0095
Si 6.6236 3.8692 22.5925 0.003 -0.0059 0.0002
Si 2.4906 8.1313 9.352 0.0054 -0.0066 -0.0079
Si 10.7286 7.396 17.1656 -0.0041 0.0067 -0.0025
Si 2.636 6.3453 16.6064 0.0008 0.002 -0.0071
Si 10.3007 4.5191 14.1894 0.0016 0.0003 0.0021
Si 6.2533 9.2072 18.5587 0.0033 -0.003 -0.0091
Si 7.9822 2.6612 9.5445 0.0065 -0.0063 0.001
Si 8.999 2.1779 12.4219 0.0013 -0.0023 -0.007
Si 5.4696 6.2694 18.086 0.0035 0.0024 0.0015
Si 4.021 0.5804 19.4768 -0.0083 0.0043 0.011
Si 4.3935 3.9112 12.0538 -0.0079 0.0052 0.0089
Si 5.7021 6.6726 12.1512 0.0044 0.0107 0.0044
Si 8.1393 2.5384 17.2436 0.0042 -0.0037 -0.0026
Si 4.4944 2.5356 14.965 -0.0011 0.0046 -0.0012
Si 1.6951 1.2373 15.2949 0.0008 -0.0039 0.0027
Si 1.728 9.4552 12.0495 0.005 -0.0063 0.0016
Si 8.2112 6.8841 13.915 0.0025 -0.0015 0.0008
Si 10.5703 9.8864 15.6164 0.0017 0.0018 -0.0039
Si 9.8603 7.0541 22.5605 0.0022 0.0009 -0.002
Si 8.2366 5.5129 17.4339 0.0002 -0.006 0.0025
O 6.2004 8.0458 11.3047 -0.0065 -0.0028 0.0179
O 6.1626 9.2306 16.9407 0.0138 -0.0034 0.0102
O 7.8281 1.4142 13.2241 0.017 0.0052 0.0076
O 0.9851 1.7061 13.9102 0.0093 -0.0135 -0.0078
O 9.581 6.2721 16.9436 -0.0015 0.002 -0.0021
O 6.9539 6.2722 13.1015 0.0167 0.02 0.0062
O 5.2553 4.6827 18.6205 0.0024 -0.0033 -0.0127
O 9.3444 2.1936 18.3101 -0.0022 0.0289 -0.0042
O 2.4625 0.1192 19.0958 0.0111 0.0083 0.0103
O 9.5662 10.2791 16.865 0.0181 -0.0197 0.0137
O 2.9064 4.5203 11.707 0.0008 0.0007 0.0115
O 5.1667 10.3414 19.132 -0.0013 -0.0008 -0.0084
O 9.5725 3.3056 13.4151 0.0098 0.0071 -0.0091
O 0.5808 1.8111 19.9785 0.0004 0.0148 -0.0134
O 3.2992 1.4045 15.0413 -0.0012 0.0205 -0.0002
O 8.2521 5.3869 19.0452 0.012 -0.0082 -0.0107
O 4.0295 6.6272 17.4036 -0.0089 -0.0049 -0.0042
O 4.6846 3.3244 16.3962 0.0072 -0.0162 0.0115
O 9.1566 5.6571 14.3897 -0.0022 -0.0051 -0.0014
O 5.4923 2.795 22.1439 -0.0009 -0.0032 0.017
O 10.7961 4.1199 15.6734 0.0151 -0.0037 0.0025
O 0.4529 3.9039 18.2862 -0.0089 -0.0163 -0.01
O 10.5181 10.5457 19.3186 0.0023 -0.008 -0.0072
O 9.8575 10.1039 14.1595 0.0206 -0.0224 0.0064
O 10.9528 8.1648 22.0849 0.0006 0.0041 0.0194
O 1.3729 2.2075 16.5569 0.0007 0.0107 -0.0191
O 9.8485 3.7951 20.4386 -0.0149 0.0081 -0.0263
O 8.2601 4.0649 16.7034 0.0014 -0.0118 0.0276
O 0.1086 9.1674 11.9822 0.0171 0.002 0.0103
O 6.6993 2.4395 18.0089 0.0065 0.012 -0.0167
O 5.7412 10.7558 11.1344 0.0091 -0.002 -0.0072
O 7.8596 9.6144 18.9085 0.0025 0.0057 -0.0061
O 10.1617 1.0707 12.0351 0.0014 0.0419 0.013
O 1.509 6.8745 9.0838 -0.0175 -0.0047 0.0205
O 0.7431 4.8446 13.353 -0.0039 -0.0158 -0.0038
O 5.8252 7.6415 19.0145 -0.0061 0.001 -0.0123
O 5.3644 5.1586 11.5343 -0.0073 -0.0088 -0.0149
O 2.8352 7.0596 15.1508 0.0093 0.0052 0.0049
O 1.0799 2.7799 11.5231 -0.0075 -0.0022 0.0167
O 1.0616 10.7099 15.6783 -0.021 0.0025 -0.0086
O 2.5348 8.5912 10.9137 -0.015 0.0004 0.0013
O 4.8141 2.4916 11.2824 0.0129 0.0079 -0.0021
O 4.3711 3.5725 13.6829 0.0011 -0.0179 -0.0073
O 2.3031 4.7441 16.4838 -0.0133 -0.0013 0.0055
O 10.8538 8.2906 15.7985 -0.0065 0.0172 0.0185
O 7.063 10.3479 14.7301 -0.0108 0.0043 0.0142
O 2.5113 9.0123 13.4294 0.0081 -0.0026 -0.0015
O 8.185 1.562 15.9326 -0.0213 0.01 0.0024
O 4.3038 7.0539 12.9071 0.0071 0.012 0.0025
O 4.2909 2.0277 18.7237 0.0141 -0.0029 -0.0005
O 7.3776 4.4167 21.2733 0.0179 0.0033 0.0138
O 8.4528 2.9218 11.0796 0.0037 -0.0205 0.0019
O 1.326 6.9062 17.4351 0.0095 -0.0092 -0.0086
O 5.8072 1.6557 14.7657 0.0057 0.0114 0.0056
O 8.2237 9.8308 11.9919 -0.0043 -0.0128 0.0087
O 9.2584 6.3215 21.2477 -0.0029 -0.0157 0.012
O 9.2339 7.7271 12.9974 -0.0169 0.0076 0.0165
O 1.8032 0.1623 11.8749 -0.0145 0.0045 0.018
O 6.7768 6.1866 17.0804 -0.0018 0.0026 0.0001
O 7.518 7.8404 15.0601 -0.0013 0.006 -0.0038
O 1.3324 10.3419 21.2715 -0.0118 -0.0129 -0.0012
O 10.1477 8.2211 18.4397 0.0007 0.0146 -0.0291
O 4.025 0.8803 21.0858 0.0054 0.0073 -0.0123
O 0.4076 5.3202 10.901 0.0118 -0.0091 -0.0175
O 6.7234 1.6379 9.5476 -0.0009 0.0191 0.0183
O 4.9104 8.7737 14.7299 0.0027 -0.0059 -0.0051

Results
free energy: -135992.351 eV
free energy less fixed offsets of O -569.03, P -756.45, Si -635.61 eV per atom: -1.841 eV

The program warned: the cutoff lies below the one the program advises for these potential files; the forces do not sum to zero within the program's tolerance; the exchange-correlation potential is rough where the density is thin.
